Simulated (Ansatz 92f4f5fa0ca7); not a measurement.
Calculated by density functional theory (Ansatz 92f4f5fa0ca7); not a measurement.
Periodic cell of 258 atoms, Si144O114, from a study of silicon, its oxide and their interface. The atomic structure is a simulated model.

Settings
functional: r2SCAN
potential files: Ansatz PAW
basis: plane waves
wave-function cutoff: 800 eV
density cutoff ratio: 5
exchange-correlation grid ratio: 1
k mesh: 1 x 1 x 1, shifted by 0.5 0.5 0 of a step
self-consistency stop: 1e-10 eV per atom in the density residual
occupations: fixed
spin: none
net charge: 0

Cell vectors (angstrom)
a 10.88 0 0
b 0 10.88 0
c 3.9149 -0.4319 35.8798

Atoms and the computed forces on them: element, x, y, z (angstrom), force x, y, z (eV/angstrom)
Si 1.0504 1.697 1.3832 0.023 -0.0201 0.0826
Si 3.7907 4.3799 1.6344 -0.0285 0.0199 0.152
Si 1.6473 6.6079 1.4877 -0.0085 0.0073 0.1713
Si 2.7706 -2.7205 2.8289 -0.0335 0.0153 0.0196
Si -3.8415 1.0232 1.4434 0.0469 0.0478 0.1748
Si -0.7016 3.5023 1.329 0.0109 -0.0349 0.1
Si 6.3875 7.1771 1.0431 0.0084 0.0101 0.0467
Si -1.6417 -1.1559 1.563 0.0215 0.0434 0.1623
Si 2.6327 2.7236 2.8066 -0.0178 0.032 -0.0062
Si 5.4702 5.5997 2.6697 -0.0294 -0.0603 -0.0024
Si 4.2563 -1.46 1.5484 -0.0272 -0.0444 0.1166
Si 5.5019 -0.0252 2.8643 -0.0266 0.0274 -0.0042
Si -2.6076 2.6973 2.5765 0.0122 -0.0218 -0.0634
Si 0.047 5.3376 2.6698 0.031 -0.0069 -0.0154
Si 8 8.095 2.6529 0.0669 0.0295 0.0079
Si -0.001 0.0637 2.7461 -0.0293 0.0204 -0.0144
Si 1.3373 4.085 4.196 0.0211 0.0079 0.0596
Si 4.1408 6.8352 4.1782 -0.0224 -0.0076 0.055
Si 1.365 -1.3259 4.0675 -0.005 -0.0664 0.0717
Si 4.064 1.36 4.0843 0.0564 0.0138 0.0832
Si 6.8705 4.1246 3.9072 -0.0255 -0.0142 0.0535
Si 9.4624 6.728 3.9422 0.0225 0.0159 0.0473
Si 6.7932 9.4426 4.1865 0.0267 0.0298 0.066
Si -1.3722 1.3799 4.1206 -0.0048 -0.0321 0.045
Si -0.0334 2.7189 5.5246 -0.0191 0.0148 -0.0302
Si 2.7488 5.4505 5.4684 0.0166 0.0097 0.0079
Si -0.0374 8.1358 5.3194 0.0254 -0.0042 0.0112
Si 2.7167 0.0021 5.4741 -0.0145 0.0068 -0.0361
Si 5.4807 2.7689 5.3229 0.0161 -0.0073 0.0146
Si 8.1618 5.4142 5.4058 -0.0115 0.0166 -0.0346
Si 5.4379 8.1607 5.5838 -0.0009 0.0106 -0.0198
Si 8.1743 -0.017 5.4496 -0.0214 -0.0199 0.002
Si 1.3559 1.3503 6.8453 0.0087 -0.0018 0.0183
Si 4.1292 4.0746 6.7565 -0.0273 -0.0177 0.0053
Si 1.3366 6.8239 6.7447 -0.0224 -0.0059 0.0031
Si 4.0546 9.5379 6.8795 0.0053 -0.0085 0.0069
Si 6.7935 1.387 6.7368 -0.0035 0.0071 0.0084
Si 9.4846 4.0899 6.8479 0.0045 -0.0002 0.0168
Si 6.8248 6.7571 6.8407 0.0143 0.0023 0.0176
Si -1.3298 9.4959 6.7528 0.0169 0.0043 0.0052
Si 2.7651 2.74 8.1305 -0.0379 -0.0035 0.0085
Si 5.4309 5.3994 8.1828 0.0236 0.0444 -0.0234
Si 2.6571 8.1491 8.1805 0.0447 0.0336 -0.0054
Si 5.4546 0.0627 8.1486 -0.0173 -0.0332 -0.0038
Si 8.1135 2.7028 8.1815 0.0478 0.0054 -0.0121
Si 0.0187 5.4672 8.1435 -0.0015 -0.0426 -0.0037
Si -2.6649 8.1589 8.1333 -0.0416 0.0025 -0.0102
Si -0.0137 -0.0452 8.1739 0.0194 0.0221 0.0027
Si 1.3976 4.0962 9.4837 -0.0072 0.018 0.0125
Si 4.0229 6.7527 9.5102 -0.015 -0.0393 0.0051
Si 1.3312 9.5065 9.5752 -0.0265 -0.0092 -0.003
Si 4.0988 1.4072 9.5226 -0.0063 -0.0065 0.0159
Si 6.7529 4.0411 9.5699 -0.0107 0.0002 0.0098
Si -1.3067 6.8325 9.5154 -0.0029 -0.0199 0.0135
Si 6.8482 -1.3281 9.4445 0.0256 -0.0152 0.0088
Si 9.5007 1.333 9.52 -0.0294 -0.0168 -0.0044
Si 0.0451 2.7064 10.7979 -0.0079 0.0542 -0.0078
Si 2.6909 5.4027 10.9669 0.0194 0.0376 -0.0301
Si 0.0117 8.1365 10.9887 0.0266 0.0031 -0.0387
Si 2.7227 0.0454 10.8265 0.0148 -0.0021 -0.0261
Si 5.3833 2.7189 11.0031 0.0264 0.0306 -0.0251
Si 8.1809 5.4512 10.7812 0.0275 -0.0311 -0.1267
Si 5.4396 8.1811 10.7001 -0.0093 -0.002 -0.0149
Si 8.1508 -0.0156 10.9216 -0.0091 0.0005 -0.0209
Si 1.3904 1.3879 12.2226 -0.0451 0.0089 0.0369
Si 3.9826 4.0433 12.4262 -0.0111 0.0123 -0.0357
Si 1.368 6.7599 12.3864 0.0015 -0.0119 -0.0593
Si 4.1182 -1.3443 12.0565 -0.0141 0.0347 0.0644
Si 6.7529 1.3057 12.3072 0.0016 -0.0302 -0.0619
Si -1.3218 4.0919 12.083 -0.0433 0.0131 0.0191
Si 6.7812 6.829 12.0274 0.0861 -0.0147 0.0278
Si -1.36 9.522 12.3193 0.0015 -0.0137 -0.0432
Si 2.5861 2.6632 13.8728 -0.0439 -0.0014 0.0875
Si 5.491 5.5141 13.4787 -0.0318 -0.0048 0.0329
Si 2.8678 8.217 13.5081 0.0459 -0.0094 -0.0009
Si 5.3415 -0.0776 13.6194 -0.0222 -0.0111 0.0334
Si -2.6492 2.7149 13.4383 -0.0107 -0.0201 0.0743
Si -0.1023 5.3697 13.6695 0.02 0.0431 0.024
Si 8.0399 8.1506 13.5196 -0.0245 0.0033 0.0496
Si 0.082 0.0038 13.6073 -0.0303 0.0138 0.0532
Si 0.6089 3.5444 15.01 0.0353 -0.0776 -0.2359
Si 4.6937 7.3221 14.7322 0.01 0.0072 -0.1767
Si 1.8752 -0.9799 14.8048 -0.0205 0.0206 -0.112
Si 3.5553 0.7608 14.9703 -0.0203 -0.0115 -0.1961
Si -3.5944 4.5132 14.5564 -0.0001 -0.0452 -0.1004
Si 1.8013 -2.0223 16.9032 0.068 0.0863 -0.1679
Si 6.3693 -1.7873 14.8857 0.0323 0.0182 -0.0634
Si -0.9653 1.7626 14.7567 -0.0204 -0.0583 -0.0536
Si -2.315 8.0804 23.0568 -0.0045 -0.0011 -0.1194
Si 4.5503 2.95 -7.9312 -0.103 -0.0028 0.1107
Si -1.6867 1.2489 16.9172 -0.0649 0.0526 -0.2203
Si 0.0379 4.5853 -3.7161 -0.0436 0.0092 0.1534
Si 8.1641 5.1481 17.1758 0.1374 0.0007 -0.2649
Si -2.0368 6.303 14.6721 0.0556 0.0456 -0.1531
Si -2.4138 4.3832 22.1634 -0.0357 0.0328 -0.1241
Si -0.9984 -1.388 18.0461 -0.0319 0.0944 -0.2057
Si 5.8155 -0.4326 25.9226 0.0109 0.0291 0.0913
Si 5.9581 0.2081 -3.787 -0.0523 0.0165 0.1083
Si 2.9589 0.9291 -3.1315 -0.0192 0.0184 0.1586
Si -2.3476 3.1498 -8.2491 0.0038 0.0083 0.1183
Si -2.1252 0.6429 25.6952 0.0323 0.089 0.0808
Si -0.7966 3.9828 17.7144 -0.0973 0.0125 -0.1984
Si 2.5171 2.1347 23.05 0.0535 0.0361 -0.1286
Si -1.7449 0.1022 22.9067 -0.0094 0.0403 -0.0693
Si 3.9478 6.7335 16.8145 0.0961 0.0294 -0.0818
Si 0.9124 0.4147 -7.3864 0.06 0.0816 0.1271
Si 4.0985 -0.0632 17.8913 0.0696 0.0048 -0.3467
Si 4.1807 1.9704 20.3031 -0.0165 -0.0031 -0.2554
Si 2.2604 3.8658 -3.1147 0.0594 -0.0244 0.0816
Si 5.386 5.8116 25.0466 0.0199 -0.056 0.0294
Si 6.6014 6.2729 -1.2691 0.0051 -0.0608 0.1302
Si 5.8743 7.8815 -3.8565 0.013 -0.0581 0.2124
Si 5.6254 -2.4809 23.5458 0.0353 0.0068 -0.0487
Si 2.2038 0.2598 -0.1977 -0.0282 -0.0472 0.0727
Si 1.1191 -0.553 22.6 0.0144 0.0199 -0.0908
Si 0.2948 -2.2601 -0.5244 0.0155 -0.0036 0.1953
Si 4.4817 3.9932 -1.1842 0.0533 0.0391 0.1488
Si 3.3627 -2.1238 21.6447 0.012 -0.0038 -0.121
Si 5.742 7.5151 -6.8321 -0.0293 -0.0415 0.1658
Si 5.1881 2.8831 24.5227 0.0277 -0.0121 0.1128
Si 0.726 4.6038 22.5612 0.0143 -0.0178 -0.1514
Si 2.7363 7.6172 -6.5088 0.0025 0.0196 0.1926
Si 7.6057 6.2901 19.7929 0.022 0.0093 -0.1443
Si 2.2011 3.1607 -8.2125 0.0375 0.0383 0.0505
Si 0.5204 7.497 -3.2537 -0.0205 -0.0802 0.081
Si -2.5261 5.6905 24.8852 -0.0191 -0.0405 -0.005
Si -1.8571 -2.0277 -9.6206 0.0045 0.0296 0.0652
Si 1.5903 -1.1425 -4.9189 0.0541 0.0195 0.1116
Si 6.5815 1.9012 -1.4242 -0.0238 0.0625 0.1529
Si 3.0598 6.4384 -3.951 0.0154 -0.0116 0.1212
Si 7.0277 -0.8404 16.9947 -0.0196 -0.003 -0.1314
Si 6.4459 -0.9484 -8.4373 -0.0143 0.0894 0.1341
Si 0.9658 5.3705 19.7902 -0.0471 -0.0466 -0.2061
Si 3.7404 4.7716 18.8265 0.0061 0.0358 -0.1551
Si 0.041 4.6048 -6.8197 0.0611 -0.0554 0.1396
Si 4.9515 7.3174 19.5035 0.0258 -0.0513 -0.2661
Si 0.2321 7.1242 -8.2063 0.0761 -0.0711 0.146
Si 6.2958 5.2064 -8.6028 -0.081 -0.0722 0.127
Si 1.5725 7.4342 23.5107 0.0148 -0.016 -0.0921
Si -0.829 7.7556 20.2611 -0.0263 0.0323 -0.2086
Si -0.9281 0.8013 -9.451 0.0169 0.0675 0.1298
Si 6.6551 1.403 -6.5769 -0.0833 -0.0018 0.1117
Si 6.8319 1.828 22.0654 -0.0474 0.0059 -0.0909
Si -2.0063 4.0095 -1.4615 -0.0262 0.0507 0.0885
O -0.8098 4.3151 22.1603 0.019 0.0012 0.0524
O -1.0539 -1.953 0.2805 -0.0043 -0.0425 -0.0789
O 4.1092 5.1569 17.2713 -0.0253 -0.0832 0.089
O 3.9683 0.9053 16.5706 0.0057 -0.0356 0.2125
O -2.576 -1.6784 17.6482 0.0697 -0.0453 0.1014
O -1.3717 7.786 21.7744 -0.0094 0.0155 0.1282
O 4.3557 7.3474 -3.7773 0.0056 0.0066 -0.0498
O 6.7191 0.6677 -2.4402 0.0098 -0.045 -0.0755
O 6.2516 1.4069 0.0743 -0.0406 -0.0006 -0.1178
O -1.4089 5.1273 25.8845 0.0205 0.0289 -0.0548
O -0.799 -2.5443 -8.5064 -0.0237 0.045 -0.0344
O -0.7223 0.1331 17.6005 0.0118 -0.0525 0.1128
O 1.5065 4.7493 21.1641 0.0063 -0.0336 0.116
O -0.0758 4.1429 -5.2744 -0.0286 -0.0056 -0.1212
O 3.4522 -0.4912 0.517 -0.0417 0.0843 -0.101
O 5.63 -0.6846 17.8521 -0.0801 0.0243 0.1193
O 8.1763 -0.0581 0.9776 0.0458 -0.0168 -0.0357
O 1.7714 -0.5166 -8.4194 0.007 -0.0553 -0.0616
O 5.6494 1.7447 20.9637 0.0692 -0.0092 0.0753
O 2.0174 6.996 -2.8327 0.008 0.0113 -0.0429
O 3.3338 4.8488 -3.8755 0.0174 0.0273 -0.0649
O -1.9458 2.0698 -9.4246 -0.0246 -0.0223 -0.0673
O 7.6536 0.6807 16.8595 0.0633 -0.0105 0.0259
O 2.8135 -1.8133 -5.7567 0.0279 -0.0394 -0.0683
O 3.1064 2.0799 21.5206 -0.0634 -0.002 0.1035
O 2.7369 5.4838 0.9986 0.0198 -0.0426 -0.0419
O 7.2429 5.3808 18.5036 -0.0446 -0.0036 0.1585
O 6.9811 8.0578 22.728 -0.0282 -0.0019 0.0258
O -0.3335 0.012 22.0981 0.0284 -0.0075 0.0094
O -0.1811 8.1576 -1.9785 -0.0267 -0.0225 -0.1239
O 6.7212 0.8632 -5.0565 0.0508 0.0252 -0.0872
O -0.7682 -1.6331 19.6395 0.0071 -0.0183 0.1371
O 6.4795 7.4296 19.9953 0.022 0.0116 0.0612
O -1.8944 6.9777 19.3464 0.0058 -0.0283 0.0424
O 8.0393 4.6521 23.6901 -0.0162 0.0016 0.0582
O 0.2387 -2.2169 17.37 -0.0129 -0.0937 0.0704
O 6.3753 7.4188 -5.3339 0.019 -0.0115 -0.1226
O 7.6431 4.3526 -8.8868 0.021 0.0144 -0.0572
O 7.8285 3.0156 21.6528 0.0156 -0.005 0.0133
O -0.3692 6.1548 -7.0567 -0.0477 0.0598 -0.046
O 3.9154 0.7388 19.2808 -0.0266 0.0936 0.2136
O 4.8476 7.5489 17.9084 0.0397 0.0059 0.2023
O 4.0771 3.292 19.3513 0.0191 -0.046 0.0681
O 6.9197 5.948 25.5957 0.0138 0.0154 -0.0032
O 5.3894 2.8791 -1.9337 -0.0281 -0.0209 -0.0641
O 5.2565 4.3799 -7.6726 0.067 0.0528 -0.0368
O 7.8553 5.508 21.1751 0.0158 -0.0426 0.1133
O 2.8564 -1.1299 17.8083 0.0083 -0.0182 0.0953
O 6.6289 6.5532 -7.7763 0.0331 0.0018 -0.0588
O 1.5925 1.8701 -7.4482 -0.0198 -0.0734 0.0276
O 5.1893 4.4643 24.1938 0.0023 0.0434 -0.048
O 0.5543 -2.2777 -4.4306 -0.0306 0.0108 -0.065
O 7.8999 5.3024 -1.397 0.041 -0.024 -0.0475
O 2.9131 3.9204 -1.6093 -0.0693 -0.0131 -0.1165
O 1.7325 3.2441 -9.7845 -0.0404 0.0326 -0.1299
O 2.092 -0.329 -3.6347 -0.0106 -0.0249 -0.0317
O -2.2373 6.4863 16.3264 -0.0865 -0.0421 0.15
O -0.617 0.5156 -7.8844 -0.0171 -0.0088 -0.0753
O -1.1313 3.9097 -2.8145 0.0388 0.0227 -0.0836
O 2.35 -0.9472 25.7696 -0.0119 -0.052 -0.0604
O 7.9849 2.6802 -1.3736 0.0418 -0.0455 -0.0259
O 0.8333 -1.9685 23.3946 -0.0329 -0.0146 0.0505
O 6.2146 2.0821 23.5462 -0.0129 -0.0137 0.0208
O -0.9406 3.6897 -7.7004 -0.0539 -0.0195 -0.0612
O 2.3685 2.3402 -3.6686 -0.0009 0.0261 -0.0516
O 4.4412 0.7414 -3.7104 0.0403 -0.0047 -0.0593
O 0.8419 -0.122 -5.8934 -0.0552 0.0338 -0.0898
O 4.1867 7.0771 -6.9393 0.0068 -0.0078 -0.0644
O 1.1664 -0.9103 -0.628 0.0069 -0.0053 -0.0586
O 4.4613 0.4603 25.6903 -0.016 0.013 -0.0392
O 2.1837 5.1803 18.7863 -0.0765 0.0035 0.062
O 7.1503 0.4487 25.7628 -0.008 -0.0209 -0.0418
O 4.0052 -2.4842 20.2227 -0.0567 0.059 0.1047
O 4.5727 -1.6583 22.6307 0.0262 0.0049 0.0449
O 2.2143 -0.9858 21.4613 -0.0228 0.0183 0.0344
O 2.4178 7.338 16.8925 -0.0567 -0.0441 0.0788
O 5.6563 -1.8423 -7.3602 0.0088 0.0273 -0.0613
O 0.773 6.0269 23.3543 -0.0038 0.0446 0.0615
O 0.4517 3.9047 16.6321 -0.1104 0.0862 0.1893
O 0.549 6.9211 20.0948 0.0204 0.0039 0.0728
O -0.2853 6.1791 -3.6885 -0.0287 0.0251 -0.036
O 3.6953 2.3963 24.1192 -0.0204 -0.0051 0.0161
O 1.8128 0.6981 23.3816 -0.009 -0.0074 0.0437
O 5.257 -2.5125 0.7651 -0.0402 0.0608 -0.0172
O 1.0968 7.4031 0.1768 -0.0143 0.0208 -0.1042
O 7.1736 4.2749 16.1966 0.0916 0.0534 0.1114
O 7.517 -1.9615 -9.0724 0.0364 -0.0526 -0.061
O 5.52 -0.2609 -9.5677 -0.0192 -0.039 -0.0463
O -1.6059 1.0461 24.2143 0.007 -0.0006 -0.0067
O 7.7011 2.58 -6.9639 0.0455 0.031 -0.0565
O 7.8154 0.5215 22.0539 -0.0007 -0.0069 0.0242
O 5.9283 -1.632 24.8769 0.0031 -0.0231 0.0013
O 5.1915 2.3902 -9.3225 0.0279 -0.0651 -0.0921
O -1.4904 2.5169 17.9051 0.0507 0.0191 0.1411
O 4.5233 3.6383 0.3851 0.013 -0.0318 -0.1229
O 5.1082 1.9016 -6.7992 0.0067 0.0162 -0.0282
O -1.9549 7.0556 24.2385 0.0215 0.013 0.0273
O -0.9991 4.0445 -0.1958 -0.0335 0.0202 -0.0695
O 7.121 0.2373 -7.5922 0.0221 -0.0584 -0.0707
O 5.1964 5.439 -1.4175 -0.0623 -0.0133 -0.1089
O 4.4838 5.8013 19.8378 0.0312 -0.0075 0.0694
O 5.0062 7.0012 24.0301 -0.0315 -0.0172 -0.0066
O 5.96 -1.3969 -3.8253 0.0103 -0.0163 -0.0317
O -2.0137 -1.3277 23.5792 0.0041 -0.0164 0.0446
O 2.2666 6.5808 -5.3593 0.0064 0.0169 -0.0963
O 6.6605 7.2844 -2.5588 -0.0371 0.0749 -0.174
O 2.1638 7.4123 25.0094 0.0179 -0.0334 0.0022
O 1.4252 3.329 23.264 -0.0042 -0.0225 0.0605
O 1.557 4.4162 -7.3943 0.0039 -0.0083 -0.0559
O 2.8455 0.945 -1.5177 0.0386 0.0177 -0.0794
O 2.684 7.4539 22.3323 -0.0135 -0.0366 0.049
O -0.2562 4.5224 19.1458 0.0715 0.0267 0.1844
O 1.66 7.677 -7.6895 -0.0447 0.0245 -0.0961
O 0.4869 6.2808 -9.5596 -0.0211 -0.023 -0.0733

Results
free energy: -157128.374 eV
free energy less fixed offsets of O -570.45, Si -639.56 eV per atom: -0.434 eV

The program warned: the cutoff lies below the one the program advises for these potential files; the forces do not sum to zero within the program's tolerance; empty levels may hold ghost states of the PAW files; the exchange-correlation potential is rough where the density is thin.
